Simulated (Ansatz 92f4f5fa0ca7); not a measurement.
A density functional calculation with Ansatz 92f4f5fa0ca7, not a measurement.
Periodic cell of 256 atoms, Si134O86H32N4, with a vacuum gap, from a study of silicon, its oxide and their interface. The atomic structure is a simulated model.

Settings: functional r2SCAN; potential files Ansatz PAW; basis plane waves; wave-function cutoff 800 eV; density cutoff ratio 5; exchange-correlation grid ratio 1; k mesh 1 x 1 x 1, shifted by 0.5 0.5 0 of a step; self-consistency stop 1e-11 eV per atom in the density residual; occupations fixed; spin none; net charge 0; applied field sawtooth along c, amplitude +0.015 V/angstrom in the program's sign convention, ramp centred at 0.9887 of c and 0.0226 of c wide, no dipole correction.

Cell vectors (angstrom)
a  10.88  0  0
b  0  10.88  0
c  0  0  44.3136

Atoms: element, x, y, z (angstrom)
Si  -0.4035  0.0361  30.6418
Si  2.2593  2.6809  30.3939
Si  0.2826  5.1186  30.6466
Si  2.9539  7.8531  30.7876
Si  6.0891  -0.4285  30.3092
Si  8.6573  2.6126  30.7345
Si  5.1265  5.6476  30.8442
Si  7.888  7.9566  30.91
Si  1.267  1.191  31.9078
Si  3.9977  3.8254  31.7479
Si  1.3681  6.7062  32.0135
Si  4.2429  9.5548  31.7474
Si  6.9515  1.2964  31.7545
Si  9.7218  4.0365  32.1925
Si  6.6265  6.6776  32.3143
Si  9.4136  9.3671  32.0269
Si  0.1206  2.5981  33.4583
Si  2.8099  -0.0519  33.171
Si  0.0198  8.1033  33.3231
Si  2.7388  5.2652  33.2778
Si  5.4873  2.6074  33.1283
Si  8.152  -0.0338  33.3386
Si  5.3614  8.2386  33.4257
Si  8.207  5.3627  33.4185
Si  1.4416  4.011  34.7541
Si  4.1303  1.3256  34.579
Si  1.4329  9.4841  34.5959
Si  4.0301  6.7499  34.6532
Si  6.8011  3.9671  34.6262
Si  9.5408  1.2888  34.7185
Si  6.7846  9.5463  34.7355
Si  9.5484  6.7824  34.7173
Si  0.0779  -0.0525  36.0148
Si  2.8354  2.6801  36.0371
Si  0.0402  5.413  36.0487
Si  2.705  8.1249  36.0273
Si  5.4341  0.0248  36.0555
Si  8.1731  2.6804  36.0372
Si  5.4813  5.4249  35.9645
Si  8.1848  8.1706  36.0363
Si  1.4257  1.3447  37.3653
Si  4.1483  4.1002  37.3713
Si  1.3571  6.8078  37.4121
Si  4.0712  9.5174  37.3761
Si  6.8123  1.3744  37.4124
Si  9.5354  4.0739  37.3843
Si  6.8286  6.791  37.3605
Si  9.549  9.5203  37.3867
Si  0.0626  2.7275  6.8984
Si  2.7557  0.0204  6.9624
Si  -0.0179  8.1599  6.9531
Si  2.7806  5.4709  6.9098
Si  5.4956  2.7786  6.9479
Si  8.2127  0.0442  6.9351
Si  5.4846  8.1937  6.8939
Si  8.1865  5.4513  6.9394
Si  1.4157  4.1102  8.2455
Si  4.1316  1.4433  8.297
Si  1.3168  9.5699  8.2644
Si  4.1509  6.8408  8.2582
Si  6.8586  4.0999  8.3312
Si  9.582  1.4183  8.2943
Si  6.8061  9.6001  8.2635
Si  9.5079  6.8139  8.3318
Si  0.029  0.0819  9.6907
Si  2.7816  2.8185  9.6548
Si  0.034  5.4078  9.6213
Si  2.7292  8.2219  9.5138
Si  5.5203  0.1416  9.6697
Si  8.2486  2.7644  9.6995
Si  5.5188  5.5011  9.6548
Si  8.1423  8.2642  9.6251
Si  1.417  1.4896  11.0196
Si  4.1718  4.1622  11.0297
Si  1.4197  6.8221  10.8436
Si  3.9615  9.7169  10.8189
Si  6.9587  1.4266  11.1428
Si  9.6081  4.0876  11.1003
Si  6.8077  6.9356  11.0009
Si  9.4679  9.6304  11.0079
Si  0.0499  2.6142  12.5449
Si  2.7569  0.1674  12.3973
Si  0.097  8.2746  12.0941
Si  2.7526  5.5413  12.3054
Si  5.6034  2.892  12.4188
Si  8.2184  -0.0382  12.6538
Si  5.217  8.3233  12.0965
Si  8.3746  5.7321  12.3191
Si  1.2449  4.3767  13.6387
Si  4.4875  1.2221  13.663
Si  1.3198  9.5579  13.5624
Si  3.5694  7.3871  13.5283
Si  7.0483  4.4154  13.6112
Si  10.0087  0.7738  14.112
Si  6.3967  9.6142  13.5882
Si  10.053  6.866  13.6777
Si  -1.981  3.1956  15.6395
Si  2.7417  2.6061  15.8745
Si  5.9842  7.0074  15.1956
Si  5.9988  1.0312  22.6105
Si  0.2564  1.61  16.7174
Si  0.9456  8.5353  18.5347
Si  -2.4437  3.6657  20.6604
Si  6.4711  7.9303  20.1266
Si  0.5446  4.3674  16.397
Si  3.7268  -5.1318  23.2272
Si  -1.8951  9.2987  18.7166
Si  10.3387  9.0074  15.9621
Si  -3.6204  3.8432  18.182
Si  1.2415  -1.6652  28.5402
Si  0.7791  17.7519  23.4822
Si  8.7308  -7.5451  24.982
Si  2.2479  5.8531  18.2805
Si  9.6191  1.0219  26.5363
Si  -5.6021  6.3632  17.962
Si  -5.0487  2.7515  20.2674
Si  1.7421  1.0193  27.6662
Si  1.1726  0.4987  19.2057
Si  4.2403  -4.199  26.2221
Si  2.1816  9.1289  23.7374
Si  2.9879  0.6289  24.9812
Si  5.3349  -1.506  25.5293
Si  -1.2755  11.5645  20.7911
Si  6.3399  5.0976  28.0027
Si  6.8662  0.2154  27.3328
Si  -1.7293  5.3234  23.0165
Si  6.5145  -5.3449  21.8158
Si  -2.1001  5.3743  29.1649
Si  4.9831  -1.6276  22.6438
Si  -2.0976  0.7104  23.651
Si  6.0627  2.9755  26.273
Si  1.5746  7.4588  26.1666
Si  3.0434  3.065  18.9109
Si  15.1781  2.9679  24.0281
O  -1.2704  1.3705  30.1368
O  0.0555  -0.9286  29.3783
O  -2.1063  -8.5522  23.7101
O  2.2064  1.9977  28.8814
O  -4.7888  3.5211  27.7804
O  -0.4757  5.4055  29.2004
O  -1.4435  2.6106  26.2414
O  4.0341  6.7326  30.3045
O  6.062  0.1481  28.7559
O  6.9964  -1.7889  30.1098
O  8.3498  3.839  29.6552
O  13.3583  1.4022  26.3001
O  1.7317  9.8565  19.1058
O  6.0301  5.3743  29.5396
O  8.4825  6.7769  29.9526
O  0.2804  5.6874  13.951
O  1.7136  1.3403  16.0309
O  3.9345  2.0956  14.9313
O  2.4025  8.413  14.1136
O  4.4059  6.9735  14.8536
O  6.5359  -8.3336  18.8227
O  6.5496  5.5444  14.7217
O  6.149  5.0168  18.1802
O  11.2791  3.0899  17.4134
O  5.4579  10.8594  14.1931
O  6.7238  8.3654  14.6446
O  9.8358  7.6907  15.1036
N  -1.0718  1.7092  15.6076
O  -10.753  0.5867  17.9412
O  5.2519  -3.5062  19.2191
O  -3.2918  -2.2915  19.1509
O  1.8105  -3.6394  18.9958
O  -0.5604  8.4676  19.1625
O  3.3936  3.0348  17.31
O  1.0708  5.6604  17.1712
N  1.7489  3.8867  15.2368
O  7.1421  6.6325  20.7966
O  -2.8011  3.2949  14.2569
O  0.747  8.632  16.9067
O  6.0581  7.1309  16.7849
O  -1.724  9.4467  17.0571
N  0.0331  -0.6959  14.7061
O  8.5447  4.2107  19.1213
N  6.7431  3.9745  21.0924
O  9.389  4.4339  21.6869
O  -3.1157  3.3519  16.7541
O  -0.9702  4.468  15.811
O  2.282  4.4923  19.1898
O  3.7312  6.0136  17.6397
O  -6.1624  8.1976  26.4188
O  -1.9375  10.6402  19.6366
O  -8.6  1.6624  19.1817
O  0.6498  -4.2302  25.1076
O  2.4114  -2.4204  25.2002
O  -4.2463  -1.0678  26.3864
O  2.1277  8.2652  29.4603
O  4.2801  3.0741  19.9647
O  1.906  -0.2237  24.13
O  7.2213  3.6975  25.4074
O  3.6252  4.152  23.2217
O  -7.4434  8.7613  22.762
O  6.3021  1.4035  26.3944
O  5.3366  5.8247  27.0054
O  0.1558  0.9186  27.2979
O  0.74  -2.5885  27.2901
O  -5.2211  13.299  23.3563
O  -3.6533  0.3154  23.3874
O  -2.9677  5.5035  27.7922
O  7.5589  5.6699  23.0741
O  -1.3827  -6.2441  24.4436
O  -1.3575  0.1578  22.3304
O  2.7321  -4.3572  26.831
O  4.982  6.0066  22.186
O  4.6584  3.3309  25.5604
O  -2.0023  2.1177  20.686
O  4.7994  -0.0286  22.6369
O  -6.6095  -0.2802  25.3815
O  13.0684  -4.6628  22.9335
O  4.2291  -4.6131  24.6628
O  0.875  8.4503  23.107
O  3.2338  12.6838  23.9374
O  9.4355  0.2458  25.0822
O  5.721  -2.044  24.0378
O  23.9767  10.3957  28.0293
O  5.8148  8.8313  21.319
O  8.4629  0.4496  27.5315
O  -4.7415  1.3666  21.0422
O  -10.564  0.7537  20.5365
O  -0.6143  6.4591  22.8223
O  1.4099  4.0451  30.1932
H  2.2493  0.5247  38.2977
H  0.6098  2.1724  38.2977
H  4.978  3.2864  38.3037
H  3.3274  4.9229  38.3037
H  0.5284  7.6227  38.3445
H  2.2043  6.0122  38.3445
H  3.2702  10.3595  38.3086
H  4.9194  8.723  38.3086
H  6.0173  2.2222  38.3448
H  7.6549  0.574  38.3448
H  10.3751  3.2704  38.3168
H  8.7222  4.9043  38.3168
H  7.6559  5.9748  38.2929
H  6.0245  7.6302  38.2929
H  8.7476  10.3621  38.3191
H  10.3561  8.6841  38.3191
H  -0.7771  3.5309  5.9659
H  0.8785  1.8998  5.9659
H  1.9322  0.8404  6.03
H  3.5567  -0.8217  6.03
H  -0.8251  8.9961  6.0207
H  0.8108  7.3451  6.0207
H  1.9335  6.2665  5.9774
H  3.6016  4.6482  5.9774
H  6.2906  1.9308  6.0155
H  4.666  3.5924  6.0155
H  7.37  0.8446  6.0027
H  9.014  -0.7976  6.0027
H  6.2887  7.3545  5.9614
H  4.6363  8.9881  5.9614
H  8.9997  4.621  6.0069
H  7.3592  6.2676  6.0069

Results
free energy: -136803.746 eV
free energy less fixed offsets of H -15.71, N -386.36, O -570.45, Si -639.56 eV per atom: 4.154 eV

Forces (eV/angstrom), in the order of the atoms: element, x, y, z
Si  -0.0035  0.0024  0.0267
Si  -0.0109  0.0034  0.0373
Si  -0.0207  -0.0022  0.0239
Si  -0.0002  -0.0028  0.0249
Si  0.0073  -0.0035  0.0466
Si  0.0003  0.0099  0.0233
Si  0.0009  -0.0004  0.0239
Si  -0.0002  -0.0039  0.0113
Si  -0.0099  -0.0009  -0.0156
Si  -0.0059  0.0105  -0.0151
Si  0.0091  -0.0044  -0.0167
Si  -0.0011  -0.0101  -0.0184
Si  0.0107  -0.0023  -0.0178
Si  0.0065  -0.007  -0.0171
Si  -0.0091  0.0042  -0.0152
Si  -0.0123  0.0043  -0.0107
Si  -0.0095  0.0259  0.0041
Si  0.004  -0.0005  0.0145
Si  -0.0047  -0.0064  0.0117
Si  -0.0002  0.0024  0.0101
Si  0.0042  -0.0054  0.0052
Si  -0.002  -0.0088  0.0073
Si  0.0173  -0.0126  0.01
Si  0.0112  0.0029  0.0125
Si  -0.026  -0.0115  0.0119
Si  -0.0046  0.004  0.0263
Si  -0.0094  0.0004  0.0277
Si  -0.0067  -0.0048  0.0153
Si  -0.014  0.0029  0.0274
Si  -0.0095  -0.0023  0.0112
Si  0.0176  0.0123  0.01
Si  -0.0147  -0.0131  0.0162
Si  -0.0365  0.0237  0.1803
Si  -0.0044  0.0112  0.178
Si  0.024  -0.0157  0.1746
Si  0.0453  -0.023  0.2042
Si  0.0113  -0.0218  0.1828
Si  0.0393  -0.0165  0.1921
Si  0.0212  -0.0081  0.1699
Si  -0.0113  -0.0001  0.171
Si  0.0751  -0.0822  0.2748
Si  0.0364  -0.1546  0.32
Si  0.0005  -0.0912  0.3787
Si  0.1233  -0.0622  0.2369
Si  -0.0228  -0.0844  0.4119
Si  0.0017  -0.0897  0.2879
Si  0.0161  -0.0041  0.2134
Si  0.1982  -0.0687  0.3109
Si  -0.0162  0.0777  -0.288
Si  -0.0503  0.1607  -0.1961
Si  -0.0234  0.1566  -0.363
Si  -0.0522  0.0471  -0.3359
Si  -0.1351  -0.0696  -0.3613
Si  -0.1018  0.1153  -0.2626
Si  -0.0203  0.1135  -0.3218
Si  -0.0168  0.0165  -0.1859
Si  -0.0014  0.0025  -0.1868
Si  -0.0096  -0.0112  -0.1656
Si  -0.0112  0.0015  -0.1721
Si  -0.0208  0.0054  -0.1824
Si  0.0148  0.0048  -0.1725
Si  -0.0318  0.0113  -0.2021
Si  -0.0416  0.0509  -0.1862
Si  -0.0021  -0.0036  -0.1664
Si  0.0179  -0.0063  -0.0206
Si  0.0123  0.0072  -0.0181
Si  0.018  0.0106  -0.0148
Si  0.0117  0.0066  -0.0028
Si  0.0003  -0.0033  -0.0149
Si  0.0003  -0.0055  -0.017
Si  -0.0107  -0.0006  -0.0266
Si  0.0103  -0.0027  -0.0199
Si  0.0025  0.006  -0.004
Si  -0.0186  -0.0005  -0.008
Si  0.006  0.003  -0.0111
Si  0.0076  -0.0114  0.0029
Si  -0.0111  -0.0049  -0.0105
Si  -0.0082  0.0071  0.0001
Si  -0.003  0.0039  -0.0049
Si  0.002  -0.0019  -0.0074
Si  0.001  0.0018  0.006
Si  0.007  -0.004  0.0182
Si  0.0092  0.0032  0.0111
Si  -0.0006  0.0059  0.0153
Si  0.0105  0.0038  0.0181
Si  -0.0053  0.0033  0.0165
Si  -0.0061  0.0043  0.0153
Si  0.0011  -0.0052  0.0147
Si  0.0008  0.0041  0.0112
Si  -0.0062  0.0084  0.0079
Si  0.0031  -0.0039  0.0031
Si  0.0063  -0.0083  -0.0011
Si  0.0011  -0.0026  0.0076
Si  -0.0118  0.0062  0.0021
Si  -0.0036  -0.0135  0.0006
Si  0.002  0.0027  0
Si  -0.0094  0.0062  0.0209
Si  0.0021  0.0029  0.0239
Si  -0.0034  0.0029  0.006
Si  -0.0023  0.0012  0.027
Si  0.0037  -0.0016  0.0242
Si  0.0013  0.0016  0.0234
Si  0.0009  0.0009  0.0263
Si  -0.0021  -0.0001  0.0364
Si  0.0022  0.0055  0.0205
Si  -0.0023  0.0045  0.0281
Si  -0.0091  0.0011  0.0327
Si  -0.0025  0.0007  0.0312
Si  -0.0014  -0.0001  0.0335
Si  -0.0048  0.0008  0.0415
Si  0.0047  0.0015  0.0295
Si  -0.0047  -0.0041  0.0356
Si  0.0047  0.0009  0.0206
Si  0.0061  0.0007  0.0417
Si  -0.0002  0.0001  0.031
Si  0.0058  -0.0024  0.0315
Si  0.0024  -0.001  0.0363
Si  0.0024  0.0012  0.0356
Si  0.0071  -0.0041  0.0363
Si  0.0004  0.003  0.0366
Si  -0.0014  0.0024  0.0342
Si  0.0055  0.0026  0.034
Si  -0.0057  0.004  0.0383
Si  0.0139  0.0055  0.044
Si  -0.005  0.0013  0.0436
Si  0.0055  0.0019  0.0387
Si  -0.0038  0.0052  0.0298
Si  0.0081  -0.0025  0.035
Si  -0.0066  0.0028  0.0393
Si  0.002  0.0073  0.0441
Si  0.0055  -0.0009  0.0378
Si  -0.0049  0.0054  0.0398
Si  0.0121  0.0003  0.0282
Si  -0.0032  -0.0002  0.0346
O  0.003  -0.0104  -0.0069
O  0.0077  -0.0047  -0.0263
O  0.0017  -0.0048  -0.0196
O  0.0003  -0.0073  -0.0185
O  -0.0014  -0.0067  -0.0171
O  0.001  0.0015  -0.0108
O  -0.0046  0.0048  -0.0169
O  -0.0016  0.0007  -0.0084
O  -0.0017  0.002  -0.028
O  -0.0052  0.0119  -0.0138
O  -0.0071  0.0032  -0.0285
O  0.0088  -0.0013  -0.0272
O  -0.0018  -0.0023  -0.0088
O  0.0023  -0.0081  -0.0266
O  0.0084  -0.0106  -0.0148
O  -0.0069  0.0017  -0.0033
O  0.0017  0.0007  -0.0103
O  0.006  -0.006  -0.0126
O  0.0012  0.0042  -0.0073
O  -0.0086  -0.0013  -0.0032
O  0.0017  0.003  -0.0208
O  0.0023  -0.0055  -0.0181
O  -0.0021  0.0037  -0.0074
O  -0.0018  0.0014  -0.0164
O  0.0012  0.0008  -0.009
O  0.0044  0.0142  -0.0069
O  -0.0035  -0.0099  -0.0208
N  -0.0039  -0.0062  -0.0219
O  -0.0038  0.0082  -0.0244
O  -0.0056  -0.0025  -0.0232
O  0.0071  0.0043  -0.0114
O  -0.0005  0.001  -0.01
O  0.0002  0.0006  -0.0168
O  -0.0032  -0.0013  -0.0272
O  -0.0083  -0.0052  -0.0177
N  -0.0006  0.0026  -0.0243
O  -0.0003  0.0083  -0.0191
O  -0.0025  0.0013  -0.012
O  -0.0071  0.0029  -0.0287
O  0.0023  0.003  -0.0303
O  0.0081  -0.0004  -0.0261
N  0.0087  0.0111  -0.0249
O  -0.0016  0.0015  -0.0235
N  0.0008  -0.0025  -0.019
O  -0.004  -0.0074  -0.0208
O  0.0099  -0.0027  -0.0223
O  -0.0004  0.001  -0.0106
O  -0.0017  0.0038  -0.0133
O  -0.0004  0.0012  -0.0135
O  0.001  0.0049  -0.0101
O  0.0008  -0.0096  -0.0184
O  -0.0011  0.003  -0.0076
O  -0.0051  -0.0027  -0.0285
O  0.0012  0.0039  -0.0175
O  -0.007  -0.006  -0.0162
O  -0.0064  0.0093  -0.0222
O  -0.009  0.0021  -0.0145
O  -0.0024  -0.0044  -0.0125
O  0.0062  0.0016  -0.0219
O  -0.0011  0.0044  -0.0068
O  0.0069  0.0001  -0.0114
O  -0.0016  0.0051  -0.0172
O  -0.015  0.0073  -0.0208
O  -0.0072  0.0021  -0.011
O  0.0045  -0.0096  -0.023
O  0.0031  -0.0045  -0.0162
O  -0.0051  -0.0003  -0.0155
O  -0.0106  0.0014  -0.0221
O  -0.0062  0.0013  -0.0128
O  0.0025  0.0078  -0.0175
O  0.0056  -0.0012  -0.0278
O  0.0012  0.0019  -0.0191
O  0.0119  -0.0005  -0.0161
O  -0.0082  0.0017  -0.0237
O  0.002  0.001  -0.0119
O  0.0003  0.0027  -0.0142
O  -0.0019  0.0009  -0.011
O  0.0037  -0.0014  -0.0111
O  -0.002  -0.0061  -0.029
O  -0.001  0.0006  -0.0122
O  0.0031  0.0035  -0.0099
O  -0.0045  -0.0036  -0.0267
O  0.0014  -0.0007  -0.0255
O  0.0028  0.0053  -0.0113
O  0.0077  -0.007  -0.024
O  0.0051  0.0029  -0.018
O  0.001  0.0053  -0.0238
O  0.0065  -0.0017  -0.0191
O  -0.0051  -0.0006  -0.013
O  0.0183  0.0081  -0.0125
H  -0.4265  0.352  -0.2111
H  0.2379  -0.2276  -0.3239
H  -0.2824  0.4255  -0.2325
H  0.1991  -0.2686  -0.3284
H  0.293  -0.3649  -0.2656
H  -0.2534  0.2532  -0.2561
H  0.2704  -0.4614  -0.2525
H  -0.283  0.2314  -0.2665
H  0.3316  -0.3409  -0.2494
H  -0.3605  0.1865  -0.2552
H  -0.3245  0.1901  -0.258
H  0.3043  -0.3296  -0.2654
H  -0.3449  0.2895  -0.2773
H  0.1685  -0.3401  -0.2948
H  0.2987  -0.2149  -0.3288
H  -0.3806  0.3091  -0.2338
H  0.309  -0.2207  0.2469
H  -0.3522  0.3052  0.246
H  0.4232  -0.2572  0.2373
H  -0.2686  0.3003  0.3237
H  0.2113  -0.457  0.2169
H  -0.249  0.2461  0.3096
H  0.3336  -0.1886  0.2454
H  -0.3277  0.3257  0.2415
H  -0.242  0.3115  0.2761
H  0.4225  -0.2309  0.2522
H  0.3683  -0.2176  0.2279
H  -0.2632  0.3519  0.2763
H  -0.1855  0.3911  0.2676
H  0.3139  -0.306  0.2221
H  -0.2103  0.3078  0.3004
H  0.2622  -0.3383  0.2787

The program warned: the cutoff lies below the one the program advises for these potential files; the forces do not sum to zero within the program's tolerance; empty levels may hold ghost states of the PAW files; the exchange-correlation potential is rough where the density is thin.
